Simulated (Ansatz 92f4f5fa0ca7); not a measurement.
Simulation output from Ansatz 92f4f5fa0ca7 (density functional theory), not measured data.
Periodic cell of 219 atoms, Si133O78N8, from a study of silicon, its oxide and their interface. The atomic structure is a simulated model.
Doubt: the cutoff is far below the 930 eV that the study's wrapper takes by default for these files, so forces and energies are approximate.
This geometry differs little from another in the collection (a relaxation step or a small displacement).

Settings
functional: PBE
potential files: Ansatz PAW
basis: plane waves
wave-function cutoff: 580 eV
density cutoff ratio: 5
exchange-correlation grid ratio: 1
k mesh: 1 x 1 x 1, Gamma-centred
self-consistency stop: 5e-08 eV per atom in the density residual
occupations: fixed
spin: none
net charge: 0

Cell vectors (angstrom)
a, 10.938, 0, 0
b, 0, 10.938, 0
c, 0, 0, 31.3099

Atoms and the computed forces on them: element, x, y, z (angstrom), force x, y, z (eV/angstrom)
Si, 0.1857, -0.379, 24.0117, 0.0393, -0.0586, -0.0198
Si, 5.049, 0.2002, 23.7607, 0.0579, 0.0082, -0.0128
Si, 2.9079, 2.5625, 23.928, -0.0283, -0.0084, 0.044
Si, 7.8302, 3.0709, 23.7266, 0.0067, -0.0448, 0.0178
Si, -0.4862, 5.673, 23.8275, 0.0492, 0.0065, 0.0257
Si, 5.5358, 5.2627, 23.8255, -0.0176, 0.0113, 0.0209
Si, 2.5657, 8.3418, 23.9086, -0.0907, 0.0098, -0.0423
Si, 8.2845, 7.9975, 23.761, -0.0012, 0.0372, -0.0003
Si, 1.2826, 1.3719, 25.1692, 0.0486, -0.0001, -0.0277
Si, 6.7974, 1.323, 24.983, -0.0183, -0.0118, -0.0216
Si, 4.085, 4.0821, 25.2424, -0.0064, -0.0039, -0.0231
Si, 9.365, 4.1438, 25.2092, 0.0064, -0.0191, -0.0003
Si, 1.3137, 6.704, 25.0672, -0.0003, 0.002, -0.0245
Si, 6.7498, 6.832, 25.1192, -0.0099, -0.0032, -0.0203
Si, 4.0377, 9.5992, 25.25, 0.0511, 0.0092, 0.0352
Si, 9.4568, 9.4834, 25.1992, 0.0053, -0.0092, -0.015
Si, 2.6806, 0.0449, 26.574, -0.0411, -0.0081, 0.004
Si, 8.1595, 0.0236, 26.4816, 0.0099, 0.0104, 0.0071
Si, -0.0677, 2.7849, 26.4991, -0.0098, 0.018, 0.0007
Si, 5.4991, 2.6872, 26.5092, 0.001, -0.0028, 0.0047
Si, 2.7077, 5.4626, 26.5276, 0.0074, 0.0108, 0.0078
Si, 8.1078, 5.5361, 26.5754, 0.0009, 0.0008, 0.0126
Si, 0.013, 8.1557, 26.5053, 0.0109, 0.0259, -0.0006
Si, 5.4578, 8.2302, 26.5232, -0.0148, 0.0064, 0.0022
Si, 4.1018, 1.3673, 27.8916, 0.1065, 0.0683, 0.1527
Si, 9.5708, 1.3673, 27.8916, -0.1839, 0.0537, -0.2511
Si, 1.3673, 4.1018, 27.8916, -0.2382, -0.0504, -0.0081
Si, 6.8362, 4.1018, 27.8916, -0.2273, -0.1903, 0.2007
Si, 4.1018, 6.8362, 27.8916, -0.1315, 0.134, -0.1257
Si, 9.5708, 6.8362, 27.8916, 0.0234, 0.009, 0.1388
Si, 1.3673, 9.5708, 27.8916, -0.2382, -0.1579, 0.0778
Si, 6.8362, 9.5708, 27.8916, -0.0223, 0.1629, -0.0478
Si, 0, 0, 29.2589, -0.0291, -0.1512, -0.0346
Si, 5.469, 0, 29.2589, -0.0987, -0.0388, 0.003
Si, 2.7345, 2.7345, 29.2589, 0.0706, -0.0527, -0.0164
Si, 8.2035, 2.7345, 29.2589, -0.0007, 0.0353, 0.0003
Si, 0, 5.469, 29.2589, -0.0767, -0.0393, 0.0086
Si, 5.469, 5.469, 29.2589, -0.0982, -0.2112, -0.0021
Si, 2.7345, 8.2035, 29.2589, 0.0084, 0.0206, 0.0024
Si, 8.2035, 8.2035, 29.2589, 0.1638, 0.0588, -0.0145
Si, 1.3673, 1.3673, 30.6261, -0.0213, 0.013, -0.0217
Si, 6.8362, 1.3673, 30.6261, 0.0071, 0.0091, -0.0416
Si, 4.1018, 4.1018, 30.6261, -0.0764, 0.1208, 0.019
Si, 9.5708, 4.1018, 30.6261, 0.0481, -0.046, -0.0196
Si, 1.3673, 6.8362, 30.6261, -0.0082, -0.0095, -0.0322
Si, 6.8362, 6.8362, 30.6261, -0.0085, 0.0526, -0.0298
Si, 4.1018, 9.5708, 30.6261, 0.0483, 0.0192, -0.0231
Si, 9.5708, 9.5708, 30.6261, -0.0803, 0.0594, 0.0156
Si, 2.7345, 0, 0.6835, 0.0523, -0.0449, 0.0267
Si, 8.2035, 0, 0.6835, 0.0391, -0.0338, 0.0149
Si, 0, 2.7345, 0.6835, -0.0434, 0.0448, 0.0198
Si, 5.469, 2.7345, 0.6835, 0.0327, -0.0908, -0.0112
Si, 2.7345, 5.469, 0.6835, 0.0265, -0.0356, 0.0255
Si, 8.2035, 5.469, 0.6835, 0.0638, -0.0832, 0.0251
Si, 0, 8.2035, 0.6835, 0.0593, -0.0284, -0.0134
Si, 5.469, 8.2035, 0.6835, -0.1485, 0.0654, 0.0151
Si, 4.1018, 1.3673, 2.0507, 0.0413, 0.139, 0.0234
Si, 9.5708, 1.3673, 2.0507, -0.0012, 0.0017, -0.039
Si, 1.3673, 4.1018, 2.0507, 0.0056, -0.0071, -0.0552
Si, 6.8362, 4.1018, 2.0507, -0.0764, 0.0667, 0.08
Si, 4.1018, 6.8362, 2.0507, 0.1017, 0.0102, -0.0912
Si, 9.5708, 6.8362, 2.0507, 0.0174, 0.173, 0.0679
Si, 1.3673, 9.5708, 2.0507, -0.158, -0.0172, 0.0698
Si, 6.8362, 9.5708, 2.0507, 0.1051, 0.0601, -0.0118
Si, 0, 0, 3.418, -0.129, -0.0281, -0.3057
Si, 5.469, 0, 3.418, 0.2059, 0.1606, 0.3315
Si, 2.7345, 2.7345, 3.418, 0.0351, 0.1134, -0.4518
Si, 8.2035, 2.7345, 3.418, 0.3418, -0.3275, 0.3704
Si, 0, 5.469, 3.418, 0.4643, -0.0932, 0.4147
Si, 5.469, 5.469, 3.418, -0.075, 0.526, -0.5749
Si, 2.7345, 8.2035, 3.418, 0.092, -0.4643, 0.4821
Si, 8.2035, 8.2035, 3.418, -0.0175, 0.0351, -0.1935
Si, 1.4315, 1.3169, 4.7191, -0.0031, 0.0041, -0.0138
Si, 6.8445, 1.3941, 4.8669, 0.006, -0.013, 0.0139
Si, 4.0417, 4.2059, 4.7037, 0.0041, -0.0035, -0.0007
Si, 9.671, 4.037, 4.8, 0.0018, -0.009, 0.0144
Si, 1.4295, 6.7679, 4.9176, -0.0026, 0.0066, 0.0038
Si, 6.8557, 6.8206, 4.7571, 0.0026, -0.0027, -0.0161
Si, 4.1656, 9.5144, 4.7809, 0.0238, -0.0219, 0.0044
Si, 9.5551, 9.5895, 4.7675, -0.002, 0.0074, -0.0031
Si, 2.8251, -0.0112, 6.0664, 0.0061, -0.0015, 0.0152
Si, 8.252, -0.04, 6.2804, -0.0056, -0.008, 0.0236
Si, 0.2308, 2.6965, 6.1641, -0.0118, 0.008, 0.0115
Si, 5.4794, 3.0317, 6.0261, -0.0043, 0.014, 0.0245
Si, 2.932, 5.3768, 6.427, 0.0026, -0.016, 0.0287
Si, 8.2797, 5.4625, 6.0483, 0.0135, -0.0079, 0.0187
Si, -0.0054, 8.2493, 6.1271, -0.0054, -0.0119, 0.0164
Si, 5.5802, 8.2148, 6.1919, -0.0114, 0.0243, 0.022
Si, 4.0962, 1.608, 7.2088, 0.014, -0.0017, -0.0144
Si, 9.9851, 1.12, 7.4244, -0.0364, 0.0204, -0.0294
Si, 1.9132, 3.547, 7.7235, -0.0111, 0.0214, -0.0308
Si, 6.7338, 4.4942, 7.5277, 0.0156, -0.0215, -0.0523
Si, 4.63, 6.6657, 7.6858, -0.0223, 0.0294, -0.0327
Si, 9.3746, 7.0085, 7.4018, 0.0216, -0.0074, -0.0341
Si, 1.2166, 9.8141, 7.386, 0.0108, -0.035, -0.0092
Si, 7.1514, 9.2333, 7.6976, 0.0117, 0.0131, -0.0515
O, 4.1275, 1.5469, 23.487, -0.0115, 0.0137, -0.0018
O, 9.4287, 6.875, 23.2415, -0.0015, -0.013, -0.0084
N, 3.0319, 2.3252, 8.436, 0.005, -0.0017, 0.0005
O, 6.4168, 9.8912, 9.0635, -0.0018, -0.0046, 0.0053
O, 12.2663, 4.6763, 20.5072, 0.0045, -0.0098, -0.0016
O, 5.484, 7.9244, 20.9601, -0.0015, -0.0033, -0.0013
N, 6.0275, 5.8609, 8.4624, -0.0214, -0.0206, 0.003
O, 7.4069, 3.4573, 8.5987, 0.0114, -0.0192, 0.024
O, 5.4631, 0.933, 7.8666, -0.0045, 0.0034, -0.0044
N, 8.1071, 7.8465, 8.3308, -0.0155, 0.0303, 0.0011
O, 3.9393, 7.4763, 8.9512, -0.0073, 0.0022, 0.0064
O, 1.0751, 4.1244, 9.0151, -0.0005, -0.0004, 0.0083
O, 11.0564, -0.0278, 7.9346, 0.0057, 0.0014, 0.0136
O, 7.8647, 7.2015, 12.9891, -0.0019, -0.0012, -0.0023
O, 8.5628, 2.528, 22.3531, 0.0057, 0.0001, -0.0139
O, -0.1894, 10.8224, 22.4293, 0.0246, -0.0002, 0.0253
O, 6.6742, 4.1817, 23.2501, 0.0032, 0.0054, -0.0108
O, 2.3124, 3.3142, 22.5782, -0.002, 0.0076, -0.021
O, 7.4958, 8.8099, 22.5208, 0.0005, -0.0082, 0.0038
N, 5.0567, 10.3196, 22.1853, -0.0043, -0.002, 0.0089
Si, 12.8483, 4.0219, 14.9677, -0.0052, 0.0087, 0.0053
Si, 9.3918, 2.0938, 21.0218, -0.0017, 0.003, -0.003
Si, 9.0876, 4.8147, 11.2463, 0.0026, -0.0015, 0.0044
Si, 20.7606, 10.3573, 15.394, -0.0008, 0.001, 0.0038
Si, 8.5223, 1.4048, 13.7863, 0.0011, 0.0023, -0.001
Si, 3.2523, 1.7476, 10.1037, 0.0033, -0.0078, 0.0018
Si, -1.9894, 8.2748, 17.6531, -0.0002, -0.0006, 0.0065
Si, -4.9805, 11.4402, 9.3518, -0.0002, 0.0021, 0.0011
Si, 10.3823, 2.2183, 15.8463, 0.0018, 0.0011, -0.0014
Si, 2.0497, 10.1621, 11.5468, 0.0023, -0.0073, 0
Si, 19.4219, 13.418, 18.2371, -0.0012, 0.0027, 0.0009
Si, 0.7796, 7.2975, 17.7737, 0, 0.003, 0.0043
Si, 11.8972, 3.6997, 21.7429, 0.0092, 0.0016, -0.0095
Si, 5.3673, 8.5996, 14.0784, 0.0012, 0.0016, 0.0036
Si, 4.1621, 7.0908, 21.5035, 0.003, 0.0066, -0.0144
Si, 6.2781, 9.2719, 21.4959, -0.0013, 0.0058, 0.0026
Si, 7.4473, -2.5211, 12.022, -0.0031, 0.0022, 0.0033
Si, 18.1445, 17.7407, 9.4678, 0.0155, 0.0069, 0.0123
Si, -2.1402, 6.2257, 13.8578, -0.001, -0.0029, 0.0036
Si, 13.9284, -3.6248, 12.4858, -0.002, 0.0017, -0.0048
Si, 8.2401, 2.4683, 9.576, -0.004, -0.0009, -0.0136
Si, 9.9817, 10.1788, 12.4524, -0.0001, -0.0005, -0.0018
Si, 6.8589, 6.6207, 16.1562, -0.0021, 0.0007, 0.0026
Si, 0.4041, 5.5295, 9.4777, 0.0048, 0.0018, -0.0063
Si, 1.9065, -1.0763, 19.057, 0.0026, 0.0029, 0.0033
Si, 0.8446, 11.5032, 21.3499, 0.0033, -0.0095, 0.0167
Si, 2.4024, 5.3072, 19.4795, 0.0003, -0.0062, 0.0093
Si, 8.1851, -0.2468, 19.4909, -0.0009, -0.0052, 0.0067
Si, 3.5047, 4.1088, 12.2982, -0.0029, 0.0018, 0.0066
Si, 3.4487, 9.9261, 21.563, 0.0014, 0.008, -0.0109
Si, 3.6904, 11.1004, 14.1731, 0.0012, 0.0013, 0.0029
Si, 14.2242, 3.1952, 17.4758, 0.0006, -0.0019, 0.0063
Si, 5.7183, 13.5666, 13.7195, 0.0002, -0.0018, 0.0028
Si, 2.5232, -2.9979, 9.6023, -0.0018, -0.0011, -0.0008
Si, 0.8014, 6.9589, 14.7224, 0.0025, -0.0075, 0.0008
Si, 6.0413, 3.7581, 16.7009, 0.0009, -0.0014, 0.0057
Si, 1.7144, -10.264, 16.5978, -0.0009, 0.0017, 0.002
O, 6.3793, 9.2511, 12.9463, 0.0017, -0.001, -0.0039
O, -0.8405, 7.1492, 17.9534, -0.0006, 0.0001, -0.0044
O, 10.6289, 5.2536, 10.9129, -0.0038, -0.0014, 0.0028
O, 2.3695, 11.1437, 21.931, -0.0105, 0.0004, -0.0091
O, 1.2629, -2.5448, 18.8735, -0.0003, -0.0029, -0.0056
O, 7.126, 1.9749, 13.1883, -0.0012, 0, -0.0031
O, 3.1751, 3.0976, 11.0431, 0.0011, 0.0048, 0.0018
O, 3.4239, 6.3312, 20.2524, -0.0042, -0.0047, -0.0061
O, 4.5785, 9.8578, 14.7466, 0.0002, -0.0012, -0.004
O, 2.6867, 11.6237, 15.3133, -0.0002, 0.0013, -0.0036
O, 2.5309, 3.6414, 13.5222, 0.0013, 0.0007, -0.0048
O, 18.2956, 3.4227, 17.5799, -0.0029, -0.001, -0.0059
O, 7.2568, 1.2432, 9.981, 0.0088, 0.0099, -0.0023
O, 9.537, 1.8736, 8.8136, -0.0085, 0.0079, 0.0133
O, 7.5553, -3.4742, 17.3862, 0.0014, -0.0004, -0.0047
O, 8.8833, 2.9952, 19.7445, 0.0024, -0.0039, 0.0006
O, 2.2065, 12.9001, 17.5357, -0.0003, 0.0012, -0.0038
O, 3.31, 9.7896, 19.9192, -0.0047, -0.0003, -0.008
O, 8.1188, 5.7211, 10.2872, -0.0005, -0.0026, 0.0012
O, 5.9003, 5.4098, 16.7267, 0.0012, -0.0003, -0.004
O, 4.6409, 1.4128, 13.77, 0.0019, 0.0015, -0.0035
O, 10.2359, 6.0171, 8.4033, 0.0037, -0.0017, 0.0057
O, 1.1471, 16.3493, 14.9094, -0.0001, -0.004, -0.0027
O, 4.8731, 2.8357, 17.3877, 0.0021, 0.0033, -0.0062
O, 11.3534, -0.8957, 11.6053, -0.0012, 0.0002, -0.0023
O, 13.7092, -0.3453, 12.9373, -0.0012, -0.0002, -0.0059
O, 1.5486, 6.6483, 9.5982, 0.0013, 0.0007, -0.0031
O, 3.1821, 5.7166, 11.981, 0.0007, -0.0021, -0.0038
N, 3.1198, 8.301, 22.2312, -0.0017, -0.019, 0.0398
O, 2.1255, -0.5886, 17.5311, 0, -0.001, -0.005
O, 8.7662, 3.2621, 10.8896, 0.0013, 0.0012, 0.0001
O, 1.307, 9.384, 23.8875, -0.0554, 0.0508, -0.0114
O, 5.0737, 14.7449, 12.75, 0.0022, -0.0003, -0.0038
O, 17.0471, 3.2867, 15.1482, 0.0007, -0.0001, -0.0034
O, 9.4113, 0.7828, 12.5515, -0.0001, -0.0013, -0.0043
N, 0.0138, 11.5157, 16.0728, 0, -0.0018, -0.0032
O, 1.888, 9.1529, 8.7319, 0.0013, -0.0022, 0.0014
O, 20.734, 2.6896, 17.2867, -0.0017, -0.0003, -0.0035
O, 1.5822, -4.9781, 18.2226, 0, -0.0027, -0.004
O, 9.3916, 9.1266, 16.3381, -0.0002, -0.0001, -0.0038
O, 8.4286, 0.2195, 14.953, -0.0016, -0.001, -0.0023
O, 16.9822, 7.7277, 15.2749, 0.0012, -0.0003, -0.0027
O, 8.0101, -5.0569, 15.2415, 0.0016, -0.0003, -0.004
O, 10.8917, 15.5966, 22.6053, -0.0042, -0.0068, -0.0204
O, 9.0656, 11.4683, 20.6286, 0.0006, 0.0011, -0.0025
O, -1.983, 4.9321, 12.8689, -0.0002, -0.0004, 0.0001
O, 8.8868, 9.3525, 18.8764, 0.0007, 0.0007, -0.0051
N, 11.1353, 2.2052, 21.2753, -0.0017, -0.0013, -0.0042
O, 13.9885, 4.0807, 16.118, -0.0024, 0.0006, -0.0038
O, 4.7057, 0.959, 10.2983, -0.0048, 0.0024, 0.0013
O, 11.7809, -0.1091, 19.8549, -0.0009, 0.0048, -0.0061
O, 17.7857, 10.1127, 20.2178, 0.0019, 0.0002, -0.0055
O, 2.2414, 0.5169, 10.5237, -0.0004, 0.0017, -0.002
N, 2.6899, 8.5194, 11.2114, -0.0001, 0.0012, 0.0022
O, 1.0631, 7.6736, 16.1856, -0.0009, -0.0013, -0.0045
O, 10.376, 20.6539, 13.9843, 0.0018, -0.0007, -0.0041
O, 3.2192, 4.0634, 18.8424, -0.006, 0.0079, -0.0007
O, 7.9596, 0.9046, 18.3265, 0.0002, 0, -0.0062
O, 10.1919, 6.9641, 14.2289, 0.0021, 0.0019, -0.0023
O, 9.3479, 13.4868, 14.6192, 0.0017, -0.0022, -0.0013
O, 11.7495, 2.9509, 15.4296, 0.0011, -0.0029, -0.0032
O, 12.6961, -3.3905, 13.5453, -0.001, -0.0013, -0.0021
O, -4.2339, -3.1391, 10.6878, 0.0002, -0.0007, 0.0078
O, 4.3703, 7.5945, 13.2849, 0.0023, -0.001, -0.0018
O, 8.8012, 9.2909, 11.7203, 0.0004, -0.0008, -0.0036
O, 4.6675, 5.9668, 22.594, 0.0068, -0.0057, 0.0024

Results
free energy: -131993.539 eV
free energy less fixed offsets of N -385.13, O -568.88, Si -635.61 eV per atom: -3.729 eV

The program warned: the cutoff lies below the one the program advises for these potential files; the forces do not sum to zero within the program's tolerance; the exchange-correlation potential is rough where the density is thin.
